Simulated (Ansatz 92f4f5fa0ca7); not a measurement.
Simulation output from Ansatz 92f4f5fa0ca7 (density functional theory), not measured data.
Periodic cell of 236 atoms, Si145O89B2, from a study of silicon, its oxide and their interface. The atomic structure is a simulated model.
Doubt: the cutoff is far below the 930 eV that the study's wrapper takes by default for these files, so forces and energies are approximate.
This geometry differs little from another in the collection (a relaxation step or a small displacement).

Settings
functional: PBE
potential files: Ansatz PAW
basis: plane waves
wave-function cutoff: 580 eV
density cutoff ratio: 5
exchange-correlation grid ratio: 1
k mesh: 1 x 1 x 1, Gamma-centred
self-consistency stop: 5e-08 eV per atom in the density residual
occupations: fixed
spin: none
net charge: 0

Cell vectors (angstrom)
a	11.6015	0	0
b	0	10.938	0
c	0	0	32.0622

Atoms and the computed forces on them: element, x, y, z (angstrom), force x, y, z (eV/angstrom)
Si	-0.2166	-0.0667	23.2441	0.0274	-0.022	-0.0186
Si	3.6552	0.2319	23.2105	0.0117	0.0022	-0.0066
Si	7.5415	-0.1052	23.442	0.0012	-0.0068	-0.0049
Si	1.6509	1.3989	23.4082	-0.0172	0.0237	0.0028
Si	5.7225	1.4423	23.2168	-0.0076	-0.008	-0.0092
Si	9.4391	1.2475	23.3523	-0.0237	-0.0062	-0.0147
Si	0.167	5.3696	23.4303	0.0204	-0.0092	0.0046
Si	4.1128	5.354	23.453	-0.0159	-0.0026	-0.0113
Si	8.0592	5.6159	23.5524	-0.0241	-0.0027	0.0047
Si	2.1691	6.6544	23.3422	-0.0203	0.0152	-0.0071
Si	5.9907	6.7745	23.5078	0.0183	0.0187	-0.0121
Si	10.0014	6.9091	23.5855	0.0142	0.0081	-0.0038
Si	1.8792	2.7021	25.37	-0.0071	0.0009	-0.0139
Si	5.824	2.6802	25.2736	-0.0127	-0.0001	0.0066
Si	9.6419	2.7025	25.256	0.02	0.0061	0.0137
Si	11.5913	4.0617	25.3732	-0.0062	0.0072	-0.0126
Si	3.8795	3.9948	25.3434	0.0037	-0.0134	0.0139
Si	7.7482	4.0937	25.3356	-0.0037	-0.0066	-0.0097
Si	1.9637	8.1819	25.1952	0.0115	0.0026	-0.0207
Si	5.7853	8.1895	25.3787	0.0071	-0.0002	-0.0092
Si	9.7129	8.2964	25.4251	-0.0131	-0.0082	-0.0033
Si	11.634	9.593	25.2576	0.0086	0.002	-0.0082
Si	3.8683	9.6063	25.1223	-0.0138	-0.0097	0.0194
Si	7.6913	9.5506	25.4061	0.0068	0.0031	-0.0043
Si	11.6513	0.0071	27.2073	0.0002	0.0058	0.0061
Si	3.8974	-0.0334	27.1506	-0.0007	-0.0022	0.0043
Si	7.7633	0.0063	27.2857	-0.0019	0.0041	0.0012
Si	1.979	1.3373	27.2681	0.0038	-0.0027	-0.0073
Si	5.8269	1.3379	27.2174	0.0056	-0.0001	0.0078
Si	9.7034	1.3523	27.2083	-0.0144	-0.0034	-0.0054
Si	11.586	5.4935	27.2424	-0.005	-0.0056	-0.0001
Si	3.8408	5.4393	27.2299	0.0089	-0.0023	-0.0053
Si	7.7164	5.4709	27.2553	-0.0022	-0.0032	0.0006
Si	1.9324	6.8425	27.1772	0.0008	0.014	0.0063
Si	5.7633	6.8063	27.2754	-0.0174	-0.0004	-0.0009
Si	9.6502	6.8362	27.2735	0.0077	0.0007	-0.0042
Si	1.9417	2.7334	29.1736	0.0141	-0.0019	0.0078
Si	5.7952	2.7227	29.1497	0.0014	-0.0006	-0.0142
Si	9.6816	2.7328	29.1485	0.0054	0.0039	-0.0109
Si	0.0107	4.1064	29.1619	-0.0074	0.003	0.0017
Si	3.8656	4.0954	29.1722	-0.0089	-0.0071	0.0023
Si	7.7338	4.0879	29.1687	-0.0043	0.0003	0.0179
Si	1.9399	8.1928	29.1391	-0.0033	0.0016	-0.0034
Si	5.7932	8.1996	29.1768	-0.0114	0.0024	0.0186
Si	9.6736	8.212	29.1845	-0.0083	0.005	0.0182
Si	0.0108	9.57	29.1467	-0.0004	-0.0071	-0.0085
Si	3.8684	9.5723	29.134	0.014	-0.0125	-0.0208
Si	7.7342	9.5562	29.1881	0.0067	-0.0005	-0.0021
Si	0	0	31.0965	0.037	0.0158	-0.0902
Si	3.8672	0	31.0965	-0.014	0.0451	-0.1545
Si	7.7343	0	31.0965	-0.0279	0.0726	0.1139
Si	1.9336	1.3673	31.0965	-0.0219	-0.057	0.0649
Si	5.8008	1.3673	31.0965	0.0072	-0.0025	-0.0782
Si	9.6679	1.3673	31.0965	0.0141	-0.0601	-0.071
Si	0	5.469	31.0965	0.0221	0.0074	0.0117
Si	3.8672	5.469	31.0965	0.0256	0.0621	0.0409
Si	7.7343	5.469	31.0965	-0.0031	-0.0111	0.0011
Si	1.9336	6.8362	31.0965	0.0107	-0.0097	-0.1272
Si	5.8008	6.8362	31.0965	-0.0209	-0.0528	0.0941
Si	9.6679	6.8362	31.0965	0.0468	-0.1096	0.1188
Si	1.9336	2.7345	0.9679	0.0363	0.0267	0.0957
Si	5.8008	2.7345	0.9679	-0.0276	0.0213	-0.173
Si	9.6679	2.7345	0.9679	0.0194	0.0192	0.0681
Si	0	4.1018	0.9679	-0.0966	-0.0004	-0.0867
Si	3.8672	4.1018	0.9679	0.031	0.0051	0.0556
Si	7.7343	4.1018	0.9679	0.0756	0.0371	0.0471
Si	1.9336	8.2035	0.9679	0.017	0.0164	-0.0548
Si	5.8008	8.2035	0.9679	0.016	0.0613	-0.0652
Si	9.6679	8.2035	0.9679	-0.0251	0.0749	0.1004
Si	0	9.5708	0.9679	-0.014	0.0338	0.0376
Si	3.8672	9.5708	0.9679	-0.0141	-0.0151	0.0725
Si	7.7343	9.5708	0.9679	0.0591	-0.043	0.0323
Si	11.6175	0.0178	2.9026	-0.0008	0.0019	-0.0023
Si	3.8683	-0.0005	2.9201	-0.0062	0.0025	0.0027
Si	7.7547	0.0005	2.8994	0.001	0.0054	0.0012
Si	1.9464	1.3822	2.9162	0.0014	0.0014	-0.0029
Si	5.8233	1.3404	2.8577	0.0051	-0.0011	0.0022
Si	9.6699	1.3729	2.9192	-0.0001	-0.0021	-0.0004
Si	11.5776	5.4903	2.8754	-0.0011	0.0012	0
Si	3.8894	5.4777	2.9064	0.0032	0.0033	0.0015
Si	7.7524	5.4992	2.8887	0.0033	0.0042	-0.0018
Si	1.9283	6.8043	2.8728	-0.0037	0.0002	-0.0005
Si	5.8229	6.8422	2.8871	-0.0014	-0.0013	0.0051
Si	9.6712	6.8892	2.9425	0.0033	-0.0025	-0.0004
Si	1.9329	2.8069	4.8204	0.0017	-0.0026	0.0053
Si	5.8524	2.7062	4.7578	-0.0029	0	-0.0041
Si	9.6167	2.7727	4.8435	-0.004	0.0032	-0.0094
Si	11.5597	4.1075	4.7775	0.0005	-0.0034	-0.0005
Si	3.9345	4.0776	4.8176	-0.0084	-0.0056	0.0061
Si	7.7352	4.1834	4.8414	0.0086	-0.0112	-0.0043
Si	1.9112	8.1319	4.8091	-0.0013	0.0014	0.0079
Si	5.8368	8.2296	4.7963	-0.0101	-0.0051	0.01
Si	9.6802	8.298	4.8909	-0.0048	0.0009	0.0004
Si	11.6527	9.6308	4.8612	-0.0045	-0.005	-0.0144
Si	3.8448	9.4614	4.7944	0.009	0.0065	-0.0006
Si	7.7458	9.6598	4.8904	0.0018	-0.0011	0.0004
Si	11.629	0.1975	6.745	0.0196	-0.0112	0.0121
Si	3.7828	-0.0825	6.6624	-0.0093	-0.017	0.0004
Si	7.7395	0.0444	6.917	-0.001	-0.0155	0.0111
Si	2.0764	1.4764	6.7599	0.0092	0.0179	-0.0083
Si	5.7372	1.256	6.635	-0.011	0.0135	-0.0004
Si	9.6906	1.4967	6.8485	-0.0153	0.0061	0.018
Si	11.5521	5.471	6.6898	-0.0172	0.0143	0.0098
Si	3.9988	5.4001	6.7892	-0.0143	-0.0024	-0.0012
Si	7.7621	5.6059	6.7917	-0.0248	0.0197	0.0015
Si	1.9957	6.6182	6.6523	0.0122	-0.0067	0.0121
Si	5.8368	6.9293	6.754	0.0216	-0.0014	-0.0038
Si	9.7652	6.996	6.8824	0.0162	-0.0112	-0.0045
O	9.9961	7.9349	8.2675	-0.0014	0.0066	0.006
O	7.6609	9.9201	8.223	0.008	0.0139	-0.0109
O	7.4884	4.5436	8.0533	0.0055	-0.0161	0.0059
O	3.3968	10.2959	8.2042	0.0052	-0.0021	-0.0078
O	2.0598	7.4922	8.0493	-0.0017	-0.0067	-0.0014
O	4.0242	4.5496	8.2439	0.0009	-0.0011	-0.0003
O	9.9042	2.3882	8.2531	-0.0014	-0.0166	-0.0127
O	2.6313	2.3052	8.1338	-0.0034	-0.0062	0.0044
O	11.4322	4.5602	8.0723	0.0027	-0.0001	-0.0044
O	5.3763	2.3157	7.8568	0.0029	-0.0042	-0.0003
O	5.8339	7.9469	8.0815	-0.0008	0.0004	0.0038
O	11.3823	10.2372	8.1034	0.0031	0.0095	-0.0123
O	11.2409	10.0649	21.7711	-0.0062	0.018	0.0123
O	3.187	10.6478	21.6825	-0.0056	-0.0197	-0.0066
O	5.8115	7.7557	22.177	-0.007	-0.0138	0.0127
O	4.1915	4.5054	22.0061	0.0093	-0.0042	0.0064
O	7.6707	9.7206	22.1804	-0.007	0.002	0.0078
O	10.1919	7.6843	22.1263	-0.0091	0.0047	-0.0021
O	1.5662	2.3682	22.0587	0.008	-0.0138	0.0112
O	5.9244	2.4991	21.919	-0.0078	0.0101	-0.001
O	8.5472	4.8073	22.1761	0.002	0.0106	0.0108
O	-0.0795	4.456	22.046	-0.0037	0.0063	-0.0022
O	2.4186	7.4441	21.9013	0.0011	-0.0061	0.0073
O	9.12	1.9273	21.8688	0.0038	-0.0053	0.01
Si	1.9068	7.7291	9.6282	-0.0002	-0.0066	-0.001
B	4.9646	1.0448	18.4483	-0.0318	-0.0289	0.0069
Si	2.4638	5.4392	14.0127	0.0023	-0.0146	0.0019
Si	10.5085	3.7698	14.1267	0.0019	-0.0036	0.0032
Si	8.1573	2.3097	15.2816	-0.0007	0.0001	0.0025
Si	9.4861	2.2631	20.3212	0.0111	-0.0033	-0.0108
Si	10.577	3.6322	9.0924	0.0088	0.0101	0.0056
Si	0.058	2.3229	11.5849	0.0009	-0.0029	-0.0015
Si	10.9414	8.1398	15.3769	0.009	-0.0128	-0.0011
Si	5.1531	6.8379	13.8287	0.0014	-0.0157	-0.0032
Si	5.7871	2.567	11.1291	-0.0012	-0.0027	-0.0005
Si	8.5298	7.7035	19.2971	-0.0067	0.0048	0.0041
Si	8.1236	4.9094	20.6104	-0.0018	-0.0048	-0.0172
B	6.3869	9.1511	14.5523	0.0205	0.015	0.0045
Si	2.1177	7.6997	20.3207	0.0029	-0.0009	-0.0093
Si	1.9323	4.9451	18.8003	0.0031	-0.0012	-0.0034
Si	4.5218	3.5391	18.0551	0.0001	-0.0167	-0.009
Si	8.4161	9.0093	16.7226	0.0029	0.004	0.0193
Si	0.828	9.4564	13.2781	-0.0049	0.0007	-0.0019
Si	9.97	10.6663	11.6336	0.0072	-0.0062	-0.0044
Si	5.3555	3.8087	21.0967	0.0005	-0.0174	-0.0009
Si	0.5422	5.4872	16.2637	-0.0008	-0.0019	0.0042
Si	10.8005	9.1053	9.1011	0.0006	-0.0096	0.0061
Si	6.5611	8.8993	21.2994	0.003	0.0145	-0.0081
Si	7.0731	6.9897	11.3685	-0.001	-0.003	-0.0003
Si	2.6812	0.6991	12.2117	-0.0001	-0.0023	0.0014
Si	10.8323	8.6708	20.9984	0.0041	-0.0076	-0.0076
Si	5.9606	4.2615	15.5805	-0.0086	-0.0068	0.0002
Si	7.1262	0.3882	12.9268	0.0075	0.011	-0.0048
Si	4.0753	2.9472	8.6122	-0.001	0.0032	0.0012
Si	0.8174	6.7001	11.9066	-0.0013	0.0032	-0.0101
Si	6.5846	9.0149	9.0725	-0.0063	-0.0104	-0.0008
Si	0.6306	3.3055	21.1166	0.0005	0.0086	0.0043
Si	9.7257	6.4544	12.9217	0.0075	0.0034	-0.0002
Si	7.7476	4.4319	9.658	-0.0119	0.0012	-0.0004
Si	3.9388	10.1552	20.3156	-0.0105	0.0434	-0.033
Si	4.2705	3.0003	13.5285	-0.0032	0.0035	0.0116
Si	3.8554	9.9633	9.7416	-0.0015	0.001	0.0001
Si	7.852	0.7974	18.1171	0.0043	0.0037	-0.003
O	11.4604	3.1263	12.98	-0.0012	-0.0048	-0.0025
O	9.3634	4.4235	9.8606	-0.0011	-0.0023	-0.0016
O	8.7085	3.6107	19.8434	-0.0102	0.0042	0.0045
O	4.0064	0.3013	19.1015	0.0387	-0.0076	0.0272
O	11.2865	4.4207	15.3945	-0.001	-0.0028	0.0005
O	9.8748	9.7861	10.2578	-0.0032	0.0032	0.0019
O	3.7588	1.5082	13.1323	-0.0017	-0.0017	-0.0069
O	0.5868	9.0382	14.8346	-0.0006	-0.0008	0.0013
O	6.3193	0.9069	18.6706	-0.0066	-0.0014	0.0108
O	4.7866	3.3533	19.6567	0.0089	0.0153	0.0095
O	6.26	1.1185	11.7416	0.0004	-0.0036	0.0022
O	0.5289	8.5694	9.8632	-0.0124	-0.0007	-0.005
O	5.6153	4.3986	17.1804	-0.0066	-0.0009	-0.0028
O	8.3148	7.0186	12.3995	-0.0104	-0.0071	-0.0055
O	4.4292	2.6354	10.1841	0	-0.0013	-0.0009
O	2.0267	5.5763	15.5744	0.001	-0.0085	-0.0164
O	3.3697	0.0476	10.8943	-0.0001	-0.0026	-0.0004
O	5.7446	6.9833	12.3094	0.0059	0.0026	-0.004
O	2.3695	6.4056	19.3724	-0.0033	0.0065	0.0064
O	0.6413	5.0093	17.8134	-0.0002	0.0003	-0.0085
O	8.4984	10.7314	12.2986	-0.0051	-0.0025	-0.0005
O	5.476	10.0101	9.7214	-0.0008	-0.0019	0.0012
O	0.557	8.132	20.222	-0.0061	-0.0046	0.0074
O	9.67	2.5199	14.7431	-0.0092	-0.0031	0
O	2.031	10.5336	13.2103	0.0013	-0.0019	-0.0015
O	9.9341	9.14	16.1556	-0.0018	-0.0015	-0.0049
O	6.2877	10.0589	13.5289	-0.0107	-0.0164	0.0045
O	7.3847	1.4029	14.1744	0.001	-0.0077	-0.0088
O	1.6313	3.9784	20.052	-0.002	-0.002	0.0035
O	5.7967	5.6337	14.7285	-0.0014	0.0016	0.0001
O	7.4199	9.1378	15.4533	-0.0144	-0.0044	-0.0115
O	1.5272	1.6667	11.6334	-0.001	-0.0038	-0.0007
O	7.239	8.2503	10.349	0	-0.0042	0.0018
O	4.5007	1.9868	17.5472	0.005	0.0075	0.0338
O	7.0728	3.0909	10.2786	0.0064	0.0012	-0.0055
O	11.4716	6.9656	16.359	-0.0012	-0.0029	-0.0038
O	8.0794	10.183	17.7661	-0.0014	0	-0.0161
O	3.2466	8.5006	10.1297	-0.0007	-0.0015	0
O	7.5004	3.7937	15.4018	0.0019	0.0012	-0.0085
O	3.1193	4.3162	17.8958	0.0023	-0.0014	0.0014
O	2.9763	3.9631	13.6006	-0.0003	0.0228	-0.0017
O	1.2964	8.1587	12.436	-0.0014	-0.0049	-0.0007
O	1.1433	5.6468	13.0914	0.0088	0.0022	0.0024
O	5.3993	8.2061	14.6582	-0.0035	0.0022	-0.0035
O	11.1102	2.4555	20.2775	-0.0107	0.0018	-0.0001
O	11.0234	10.0213	12.686	-0.0017	0.0016	-0.0003
O	5.3731	3.5021	12.4136	0.0021	-0.0033	-0.0049
O	4.9847	3.0806	14.9873	-0.0085	0.0054	-0.0129
O	6.4909	4.918	20.6879	0.0053	0.0001	0.0079
O	8.1246	1.6571	16.766	-0.0042	-0.0045	0.0064
O	10.4622	1.2466	11.3294	-0.0049	0.0019	-0.0025
O	10.8058	6.5836	11.6938	-0.0021	-0.0014	0.0005
O	3.1468	8.8434	19.7719	-0.0079	0.0068	0.0136
O	1.6745	6.3864	10.544	-0.0045	0.0001	0.0046
O	7.1522	8.2257	19.9656	0.0028	-0.0038	0.0007
O	8.3493	7.6612	17.6652	0.0015	0.0003	-0.0049
O	3.5621	6.5797	13.6773	-0.0059	0.002	0.0058
O	9.5664	4.9121	13.4263	-0.0055	-0.0006	-0.0004
O	5.4678	9.964	20.799	-0.0024	-0.0008	0.0018
O	10.1633	7.4262	14.1407	-0.0054	-0.0026	0.0007
O	8.7512	6.1791	19.8242	-0.0064	-0.007	0.0031
O	7.0622	5.6684	10.4363	0.0037	-0.0001	-0.0043
O	8.9448	1.134	19.2841	-0.0062	0.008	0.0002
O	11.6422	3.2534	10.2533	-0.0099	-0.0003	-0.002
O	9.7288	8.7119	19.7901	0.0014	-0.0034	0.0028

Results
free energy: -143103.184 eV
free energy less fixed offsets of B -154.04, O -568.88, Si -635.61 eV per atom: -1.334 eV

The program warned: the cutoff lies below the one the program advises for these potential files; the exchange-correlation potential is rough where the density is thin.
